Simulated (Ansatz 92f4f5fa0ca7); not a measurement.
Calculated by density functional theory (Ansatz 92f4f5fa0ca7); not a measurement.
Periodic cell of 222 atoms, Si131O89P2, from a study of silicon, its oxide and their interface. The atomic structure is a simulated model.

Settings: functional PBE; potential files Ansatz PAW; basis plane waves; wave-function cutoff 700 eV; density cutoff ratio 5; exchange-correlation grid ratio 1; k mesh 2 x 2 x 1, shifted by 0.5 0.5 0.5 of a step; self-consistency stop 5e-08 eV per atom in the density residual; occupations fixed; spin none; net charge 0.

Cell vectors (angstrom)
a 10.938 0 0
b 0 10.938 0
c 0 0 32.1988

Atoms and the computed forces on them: element, x, y, z (angstrom), force x, y, z (eV/angstrom)
Si 10.519 0.2583 24.8716 0.0393 -0.1063 0.0389
Si 5.7065 10.6517 24.7349 0.0597 0.0188 -0.0852
Si 2.5236 2.9419 24.6608 -0.0303 0.0238 -0.0763
Si 8.3983 2.522 24.8572 -0.1084 0.0601 -0.1569
Si 0.3343 5.2345 24.7451 0.0177 -0.0505 -0.1176
P 5.1398 5.7635 24.7998 0.2326 -0.1618 -0.3582
P 2.9816 8.0436 24.3233 -0.069 -0.0837 0.1353
Si 7.923 8.3975 24.7563 -0.0031 0.0453 -0.07
Si 1.3402 1.376 26.0145 0.01 0.0094 0.0068
Si 6.8341 1.29 26.1283 -0.0008 -0.0007 -0.0335
Si 4.1486 4.0948 26.0254 -0.0093 0.0032 -0.0117
Si 9.6444 4.1096 26.0847 -0.0103 -0.0056 -0.0284
Si 1.5074 6.9404 25.9093 0.086 0.007 -0.0149
Si 6.7804 6.7583 26.0714 -0.0276 0.0391 -0.0661
Si 4.0277 9.457 25.9239 0.0283 -0.0485 0.0026
Si 9.4538 9.5598 26.17 -0.0252 -0.0142 0.0122
Si 2.7252 -0.0386 27.3211 0.0135 0.0057 -0.009
Si 8.1585 -0.0242 27.5631 0.0063 0.036 0.092
Si 0.0203 2.7196 27.4624 -0.0185 -0.0429 0.0792
Si 5.4608 2.6994 27.4135 -0.0171 0.0183 -0.0056
Si 2.7624 5.5068 27.3719 0.0165 0.0029 -0.0119
Si 8.2325 5.4575 27.4084 -0.0164 0.0064 -0.0133
Si 0.0321 8.1812 27.3484 -0.0022 -0.0045 0.0004
Si 5.4149 8.1793 27.4057 -0.0075 -0.0306 -0.0192
Si 4.0718 1.3308 28.7442 0.0142 0.0009 0.0224
Si 9.5823 1.3636 28.8429 -0.0098 0.0008 -0.1278
Si 1.3916 4.125 28.7706 -0.0056 -0.0279 -0.0704
Si 6.8425 4.0872 28.7653 0.0065 -0.003 -0.0101
Si 4.0956 6.8229 28.8031 -0.0078 0.0187 -0.0132
Si 9.5994 6.8325 28.7549 0.0119 0.0046 0.0244
Si 1.3686 9.5624 28.739 0.0012 -0.0016 0.0052
Si 6.7713 9.5289 28.8355 0.0355 0.0124 -0.0933
Si 0.0194 -0.0196 30.1527 0.013 -0.0084 0.0104
Si 5.4421 0.0033 30.1586 -0.0316 0.0192 0.0107
Si 2.742 2.7322 30.1313 -0.0122 -0.026 0.0139
Si 8.2008 2.739 30.1596 -0.0136 0.0066 0.0126
Si 0.0108 5.4672 30.1429 -0.0214 0.0232 0.0143
Si 5.479 5.4581 30.1471 0.008 -0.0037 -0.014
Si 2.7249 8.2077 30.1435 0.0014 0.0034 -0.023
Si 8.2129 8.184 30.1417 0.0227 0.0074 0.0184
Si 1.3673 1.3673 31.515 0.0807 0.0221 -0.0335
Si 6.8362 1.3673 31.515 -0.0469 0.017 -0.0187
Si 4.1018 4.1018 31.515 0.0532 -0.1004 -0.029
Si 9.5708 4.1018 31.515 0.0298 0.0813 -0.0026
Si 1.3673 6.8362 31.515 -0.0165 0.0484 -0.0222
Si 6.8362 6.8362 31.515 0.0915 -0.0915 0.0269
Si 4.1018 9.5708 31.515 -0.1726 -0.0298 0.081
Si 9.5708 9.5708 31.515 -0.0032 -0.0672 -0.0152
Si 2.7345 0 0.6835 0.0677 -0.0169 0.1096
Si 8.2035 0 0.6835 -0.0565 0.0605 -0.1223
Si 0 2.7345 0.6835 -0.0622 0.0055 0.0501
Si 5.469 2.7345 0.6835 0.0793 -0.0341 0.0049
Si 2.7345 5.469 0.6835 -0.0318 0.1748 -0.1645
Si 8.2035 5.469 0.6835 0.0755 -0.0627 0.0954
Si 0 8.2035 0.6835 0.0639 -0.1062 -0.0296
Si 5.469 8.2035 0.6835 -0.0298 0.064 0.034
Si 4.1198 1.3637 2.0563 0.019 -0.0243 -0.0048
Si 9.5637 1.3594 2.0519 -0.0085 0.0198 0.0061
Si 1.3668 4.1248 2.0355 -0.0241 0.0095 -0.005
Si 6.8476 4.0874 2.0593 0.0107 -0.013 -0.0072
Si 4.1045 6.829 2.052 -0.01 0.0139 0.0157
Si 9.576 6.8401 2.0525 0.0118 -0.0161 -0.0052
Si 1.3772 9.5548 2.0515 0.0276 -0.0182 -0.0039
Si 6.8267 9.5952 2.0483 -0.0222 0.0151 -0.0001
Si -0.0083 -0.0278 3.3879 0 0.0108 0.041
Si 5.4896 0.0178 3.471 -0.015 0.0049 -0.0272
Si 2.7742 2.7924 3.3617 -0.0022 -0.0258 0.0527
Si 8.1893 2.6999 3.4501 0.0079 0.0183 -0.0014
Si 0.0192 5.4852 3.4322 -0.01 0.0018 0.0083
Si 5.4815 5.4692 3.4064 -0.0001 -0.0003 0.0159
Si 2.7677 8.2122 3.4446 -0.021 0.0046 0.0007
Si 8.2046 8.2344 3.3778 0.0136 -0.0154 0.0326
Si 1.3882 1.4025 4.6312 0.0007 0.0026 -0.0234
Si 6.842 1.3576 4.9054 -0.0012 -0.0039 0.0152
Si 4.1529 4.0939 4.801 -0.0043 0.0039 -0.0051
Si 9.571 4.0936 4.7597 -0.0008 -0.0073 0.0116
Si 1.4084 6.8419 4.8165 0.0053 0.0006 0.0061
Si 6.8208 6.898 4.7264 -0.0142 0.0121 -0.01
Si 4.1302 9.586 4.8425 0.0159 -0.0115 0.0173
Si 9.5528 9.5604 4.7878 -0.0099 0.0002 -0.008
Si 2.7417 0.1233 6.0559 0.0138 0.022 -0.0092
Si 8.2047 -0.0516 6.2617 -0.0125 0.0028 -0.015
Si 0.0229 2.6846 6.0428 -0.0055 -0.0144 -0.0083
Si 5.4708 2.7366 6.2875 -0.0043 0.0005 -0.0225
Si 2.8124 5.4881 6.1739 0.0044 0.0179 -0.0061
Si 8.1679 5.4944 6.0356 0.0188 -0.0186 -0.01
Si 0.0068 8.1999 6.1524 -0.0058 0.005 -0.0146
Si 5.5229 8.2319 6.2297 -0.0037 0.006 -0.0345
Si 3.8292 1.5879 7.5969 -0.0363 0.003 0.0599
Si 9.8348 1.1507 7.4501 0.0228 0.0058 0.0568
Si 1.625 3.8146 7.3065 -0.0063 -0.0198 0.0515
Si 6.6435 4.4315 7.469 0.0119 0.042 0.0646
Si 4.399 6.6449 7.5432 0.0168 -0.0103 0.0597
Si 9.3551 6.9653 7.3993 -0.0219 -0.0076 0.06
Si 1.136 9.9338 7.2875 0.0041 0.0237 0.0487
Si 7.1528 9.2419 7.6622 0.0225 -0.032 0.0856
O 8.3004 8.0995 7.9241 -0.0054 0.0157 -0.0072
O 2.7096 2.7505 7.9506 0.0194 -0.0178 0.0085
O 9.4972 1.4207 24.3126 -0.0571 0.0869 0.0474
O 0.0251 0.0379 7.9594 -0.0055 0.0033 0.0021
O 5.5191 5.5216 8.0309 -0.0054 -0.0022 0.0019
O 6.8237 9.5255 24.2264 -0.0108 -0.0172 -0.0145
O 1.4245 4.0978 24.1936 0.0007 0.0115 0.017
O 3.8534 7.3972 8.9335 -0.0048 -0.0057 -0.0235
O 0.8158 4.3958 8.6013 0.0066 0.0201 -0.0108
O 9.8055 6.1848 8.7893 0.0127 0.0015 -0.0195
O 2.1192 9.4033 8.489 -0.0211 -0.0187 -0.0069
O 7.5074 3.9448 8.7889 -0.0162 -0.0169 -0.0201
O 4.2592 0.9474 9.0688 0.0052 0.02 -0.0199
O 6.7149 9.584 9.2133 0.0075 -0.0132 -0.0225
O 9.2014 1.8679 8.7949 -0.0129 0.0021 -0.0131
O 7.7065 3.1377 23.4947 -0.1425 0.1198 0.1205
O 10.5258 5.8358 23.4094 0.0099 0.062 0.0128
O 5.1537 0.4679 23.3793 -0.0202 -0.0258 0.0211
O 5.8963 5.1569 23.4348 -0.0947 -0.0803 0.2374
O 3.1118 2.1947 23.3014 0.0144 0.0169 0.0141
O 2.1589 9.1138 23.3358 0.4479 -0.038 0.2085
O 8.6589 7.768 23.4208 0.0115 -0.0424 0.0046
O -0.082 10.3663 23.5173 -0.2416 0.1902 0.0215
Si 4.401 1.5953 22.4757 0.0063 0.0134 0.0024
Si 3.4763 7.9687 14.0188 -0.0077 -0.0015 0.0256
Si 7.0958 1.0049 14.6544 0.0015 -0.0006 0.0278
Si 0.8032 9.4885 22.5203 -0.1856 -0.1782 -0.3822
Si 1.1687 4.3408 11.8742 -0.0043 0.0062 0.0234
Si 6.2514 9.0086 15.3044 0.0029 -0.0019 0.0264
Si 0.6617 1.4008 12.2924 0.0036 -0.0031 0.0191
Si 8.5856 5.0154 20.5167 -0.0133 0.0025 -0.0039
Si 0.3197 5.7344 9.3528 0.0065 0.0062 0.0066
Si 5.0735 3.1716 17.9362 -0.0054 0.0009 0.0188
Si 0.8567 3.7972 16.7363 -0.0054 0.0023 0.0274
Si 10.3615 2.9198 19.21 -0.0017 0.0067 0.0095
Si 5.27 1.2105 10.3456 0.0053 0.0036 0.0167
Si 0.8394 0.2611 19.8256 0.0118 -0.0009 0.0217
Si 6.6321 9.4899 10.8515 0.0073 0.0013 0.0304
Si 9.3085 9.7375 18.3 0.0004 -0.0075 0.0079
Si 9.3786 9.2812 12.5503 -0.0015 -0.0013 0.0224
Si 6.56 3.8873 22.6169 -0.0839 0.0503 0.1699
Si 2.436 8.0899 9.3731 -0.0134 -0.0114 0.0089
Si 10.5665 7.4197 17.0739 -0.0062 0.0057 0.0233
Si 2.4867 6.3406 16.5716 -0.0037 -0.0008 0.022
Si 10.1596 4.5342 14.1753 -0.0006 0.0009 0.0314
Si 6.111 9.2363 18.5002 0.0029 0.0004 0.0053
Si 7.9635 2.5937 9.569 0.0001 -0.0066 0.0111
Si 8.8641 2.1845 12.4424 0.0009 -0.0019 0.0249
Si 5.3107 6.2982 18.0612 -0.0005 -0.0109 0.0156
Si 3.8997 0.6084 19.4683 -0.0049 0.0206 0.0246
Si 4.2644 3.8698 12.0423 -0.0077 0.003 0.0321
Si 5.5298 6.6338 12.131 0.0004 -0.0004 0.032
Si 7.9813 2.5608 17.2056 0.0002 -0.0044 0.0249
Si 4.3351 2.5186 14.9621 -0.0037 0.006 0.0282
Si 1.5129 1.2567 15.2588 -0.0009 -0.0001 0.0303
Si 1.5586 9.4461 12.0305 0.0036 -0.0022 0.0277
Si 8.0361 6.8935 13.8562 0.0015 -0.0097 0.031
Si 10.3556 9.8778 15.4702 0.0019 0.0008 0.0213
Si 9.8315 7.0333 22.5517 0.0197 -0.0048 -0.0015
Si 8.0758 5.5428 17.4127 0.0033 -0.0107 0.0237
O 6.0359 7.9897 11.2846 -0.0055 0.0062 -0.0095
O 5.9947 9.2475 16.8825 0.0093 -0.0036 0.0005
O 7.6574 1.4124 13.1851 0.0121 -0.0013 -0.0092
O 0.8743 1.7842 13.8627 0.0081 -0.0185 -0.0132
O 9.4017 6.3076 16.8939 -0.0051 -0.0022 -0.0167
O 6.7446 6.2377 13.1349 0.0146 0.0249 -0.0119
O 5.1066 4.7107 18.6002 0.0011 -0.0015 -0.019
O 9.1983 2.2167 18.2578 0 0.0303 -0.0072
O 2.338 0.1538 19.0954 -0.0024 0.0036 0.0079
O 9.3687 10.2743 16.7349 0.0142 -0.0174 0.0038
O 2.7765 4.4671 11.7028 -0.0058 -0.0027 -0.0057
O 5.0364 10.3738 19.0877 -0.0004 -0.0102 -0.0144
O 9.4062 3.2849 13.4835 0.0075 0.0057 -0.0247
O 0.4284 1.8494 19.9316 0.0005 0.0054 -0.0083
O 3.1276 1.403 15.0702 -0.0009 0.0181 -0.0144
O 8.1115 5.4388 19.03 0.0033 -0.014 -0.0036
O 3.8622 6.6494 17.393 -0.0095 -0.0033 -0.0169
O 4.5497 3.3254 16.3799 0.0052 -0.0169 -0.0016
O 9.0512 5.7141 14.3086 -0.0029 -0.008 -0.0185
O 5.4076 2.8366 22.1475 0.1322 0.0734 0.1045
O 10.6463 4.193 15.6754 0.0152 -0.0059 -0.005
O 0.3021 3.941 18.2661 -0.0103 -0.0197 -0.0172
O 10.3919 10.5997 19.1718 0.0105 -0.0083 0.0038
O 9.6306 10.0631 14.0068 0.0174 -0.0227 -0.0024
O 10.9478 8.1293 22.0821 -0.0484 0.0069 0.0616
O 1.164 2.2113 16.529 -0.0036 0.0115 -0.0354
O 9.6809 3.8061 20.4032 -0.0148 0.002 -0.0248
O 8.0993 4.0932 16.6813 -0.0009 -0.0079 0.0132
O -0.053 9.1346 11.8891 0.0095 0.0019 -0.0072
O 6.5564 2.4643 17.999 0.0042 0.0105 -0.0264
O 5.5694 10.7443 11.1917 0 0.0014 -0.0233
O 7.7222 9.6463 18.8269 -0.0004 0.0061 -0.014
O 10.0119 1.0601 12.0592 -0.0025 0.0358 0.0062
O 1.3013 6.9845 9.0611 0.0051 -0.0024 0.0179
O 0.6129 4.8009 13.3442 -0.0084 -0.017 -0.0168
O 5.6772 7.6772 18.9762 -0.0104 0.0056 -0.0107
O 5.2257 5.1161 11.5165 -0.0102 -0.0081 -0.0265
O 2.6995 7.0313 15.1113 0.0076 0.0038 -0.0056
O 0.8995 2.7759 11.4625 -0.0063 0.0036 0.0009
O 0.8331 10.73 15.5519 -0.0239 0 -0.0208
O 2.3977 8.6156 10.9058 -0.0145 0.0041 -0.0181
O 4.6867 2.46 11.2694 0.0128 0.0026 -0.0148
O 4.232 3.5442 13.6734 0.001 -0.0183 -0.015
O 2.1761 4.7314 16.4795 -0.0151 0.0015 -0.0088
O 10.6801 8.2917 15.6888 -0.0098 0.0171 0.0058
O 6.9177 10.3364 14.6624 -0.0116 -0.0011 0.0001
O 2.3265 8.9899 13.4159 0.0135 -0.0049 -0.0137
O 8.0066 1.5816 15.8947 -0.0178 0.0102 -0.0111
O 4.1139 7.0275 12.8499 0.0062 0.0147 -0.0054
O 4.1503 2.0647 18.7281 0.0116 -0.008 -0.0114
O 7.2556 4.5031 21.296 0.0412 0.0144 -0.0077
O 8.4045 2.9623 11.0906 0.0014 -0.0248 -0.0134
O 1.1554 6.9133 17.3528 0.0076 -0.006 -0.0194
O 5.6254 1.6074 14.7569 0.0088 0.0093 -0.0117
O 8.1182 9.7915 11.5721 -0.0234 -0.0052 -0.0277
O 9.1972 6.3406 21.2302 -0.0008 -0.0166 0.0051
O 8.9436 7.752 12.8399 -0.0189 0.0132 0.0023
O 1.6368 0.1537 11.8753 -0.0214 -0.001 0.0047
O 6.6147 6.2087 17.0558 -0.0033 0.0031 -0.0126
O 7.3848 7.8474 15.0282 -0.0074 0.01 -0.0155
O 1.1045 10.4155 21.231 0.0067 0.0371 -0.0978
O 10.0162 8.2659 18.3477 -0.0028 0.0174 -0.0317
O 3.9545 0.8889 21.0832 0.0038 -0.0041 -0.0251
O 0.3243 5.3628 10.9232 0.0125 -0.0094 -0.0261
O 6.6889 1.5979 9.6412 -0.0017 0.0159 0.0134
O 4.7648 8.7483 14.6656 0.003 -0.0061 -0.0146

Results
free energy: -135423.093 eV
free energy less fixed offsets of O -569.03, P -756.45, Si -635.61 eV per atom: -1.613 eV

The program warned: the cutoff lies below the one the program advises for these potential files; the forces do not sum to zero within the program's tolerance; the exchange-correlation potential is rough where the density is thin.
